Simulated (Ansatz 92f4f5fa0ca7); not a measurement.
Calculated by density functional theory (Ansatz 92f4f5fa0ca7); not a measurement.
Periodic cell of 215 atoms, Si131O82As2, from a study of silicon, its oxide and their interface. The atomic structure is a simulated model.
Doubt: the cutoff is far below the 930 eV that the study's wrapper takes by default for these files, so forces and energies are approximate.

Settings
functional: PBE
potential files: Ansatz PAW
basis: plane waves
wave-function cutoff: 580 eV
density cutoff ratio: 5
exchange-correlation grid ratio: 1
k mesh: 1 x 1 x 1, Gamma-centred
self-consistency stop: 5e-08 eV per atom in the density residual
occupations: fixed
spin: none
net charge: 0

Cell vectors (angstrom)
a	10.938	0	0
b	0	10.938	0
c	0	0	31.5432

Atoms and the computed forces on them: element, x, y, z (angstrom), force x, y, z (eV/angstrom)
Si	10.4244	0.5809	24.341	0.0395	0.0063	0.2621
Si	6.036	10.4948	24.131	0.0492	0.0597	0.2139
Si	1.9994	3.3452	24.0863	-0.3075	-0.9642	0.0311
Si	8.7	2.2673	24.2835	-0.0579	-0.1028	0.207
Si	0.4213	5.1354	24.1632	-0.2611	-0.0778	0.0288
Si	4.9909	6.0293	24.2219	0.6492	0.0453	0.009
Si	3.3206	7.7102	24.1699	0.1265	0.2773	0.0982
Si	7.8337	8.8347	23.9848	0.0172	-0.0353	0.1976
Si	1.3301	1.5006	25.4546	-0.1068	0.2942	-0.1015
Si	6.9179	1.3036	25.4593	0.0181	-0.0695	-0.094
As	4.0405	4.0898	25.2798	0.2109	-0.2149	-0.2806
Si	9.6175	4.1294	25.3934	0.2195	-0.216	-0.0085
Si	1.4149	6.8823	25.3333	-0.1714	0.4404	-0.2384
Si	6.887	6.9778	25.2668	-0.2573	0.1079	-0.0865
Si	4.2029	9.5728	25.3298	0.1306	-0.2625	-0.04
Si	9.525	9.6467	25.4291	-0.1442	0.1347	-0.0407
Si	2.7754	0.0299	26.6417	-0.0697	0.0576	-0.1582
Si	8.206	-0.0192	26.926	0.0029	-0.0177	0.3509
Si	-0.0341	2.7829	26.8695	0.0906	0.027	0.2384
Si	5.5154	2.6992	26.7349	-0.1381	-0.0079	-0.1155
As	2.6722	5.5289	26.8365	0.2544	-0.3049	0.3583
Si	8.2007	5.5347	26.6355	0.0172	0.1056	-0.1528
Si	0.0132	8.2388	26.6947	-0.0245	0.042	-0.1665
Si	5.5304	8.2432	26.7742	-0.016	-0.0521	0.1826
Si	4.0989	1.3645	28.0693	0.089	0.0866	0.1742
Si	9.5745	1.3839	28.2483	-0.0663	0.0048	-0.4595
Si	1.3359	4.0839	28.2516	-0.4645	-0.2473	-0.1841
Si	6.8409	4.1656	28.0308	-0.0474	-0.0906	0.214
Si	4.1648	6.8936	28.1789	0.3856	0.437	-0.1722
Si	9.5774	6.8495	28.0498	0.1243	0.0425	0.1434
Si	1.3957	9.6151	28.0383	-0.0793	-0.1002	0.1557
Si	6.8266	9.545	28.2541	0.0336	0.1809	-0.4152
Si	0.0288	-0.0123	29.5036	0.0121	-0.006	-0.101
Si	5.4464	0.021	29.5055	0.0707	-0.0518	-0.0214
Si	2.7677	2.7196	29.5014	-0.0481	-0.0281	-0.0505
Si	8.1683	2.7736	29.4935	0.009	-0.028	-0.0796
Si	-0.0254	5.5103	29.4991	0.0185	-0.02	0.0292
Si	5.4784	5.4551	29.4921	0.0009	0.0353	-0.113
Si	2.7148	8.2312	29.4731	0.0424	-0.0624	-0.0387
Si	8.2341	8.1746	29.5092	-0.0188	-0.0263	-0.0655
Si	1.3673	1.3673	30.8594	0.1409	0.0105	0.1295
Si	6.8362	1.3673	30.8594	-0.2135	0.1852	-0.0364
Si	4.1018	4.1018	30.8594	0.1833	-0.1279	0.1277
Si	9.5708	4.1018	30.8594	-0.0825	0.1667	-0.0613
Si	1.3673	6.8362	30.8594	-0.0961	0.2504	-0.0632
Si	6.8362	6.8362	30.8594	0.0385	-0.1142	0.0974
Si	4.1018	9.5708	30.8594	-0.1421	0.0545	-0.0405
Si	9.5708	9.5708	30.8594	0.1799	-0.097	0.0946
Si	2.7345	0	0.6835	0.0758	-0.1609	0.0554
Si	8.2035	0	0.6835	-0.1961	0.0358	-0.171
Si	0	2.7345	0.6835	-0.1651	0.1187	-0.143
Si	5.469	2.7345	0.6835	0.119	-0.1544	0.0129
Si	2.7345	5.469	0.6835	-0.1909	0.121	-0.1405
Si	8.2035	5.469	0.6835	0.0811	-0.2203	0.0962
Si	0	8.2035	0.6835	0.2344	-0.1342	0.0441
Si	5.469	8.2035	0.6835	-0.0244	0.1458	-0.1583
Si	4.1247	1.3387	2.0527	0.0157	0.0022	0.0027
Si	9.5392	1.3799	2.0327	-0.0289	0.0722	-0.0036
Si	1.3374	4.1256	2.0472	-0.0523	0.0564	0.0329
Si	6.8579	4.0646	2.0586	0.049	-0.0259	-0.025
Si	4.081	6.8585	2.031	-0.0595	0.0466	-0.0104
Si	9.6017	6.804	2.0521	0.0202	-0.0102	-0.0107
Si	1.3833	9.5509	2.0611	-0.0145	0.0014	-0.0375
Si	6.837	9.5655	2.0608	0.0057	0.0085	0.0576
Si	-0.0537	-0.0157	3.3219	0.187	-0.0512	0.2982
Si	5.4759	-0.0231	3.4916	-0.0227	0.017	-0.114
Si	2.7024	2.7154	3.319	0.0755	-0.0451	0.3142
Si	8.1944	2.6815	3.5035	-0.034	0.0929	-0.111
Si	-0.0149	5.4586	3.5207	0.0006	0.0088	-0.1387
Si	5.4577	5.4728	3.3018	0.0747	-0.1209	0.3637
Si	2.7454	8.1912	3.49	-0.052	0.0412	-0.0964
Si	8.2397	8.1764	3.3701	-0.0753	-0.0253	0.1625
Si	1.3014	1.3501	4.6735	-0.0362	0.0324	-0.151
Si	6.853	1.2898	4.9133	-0.0048	-0.0052	0.09
Si	4.079	4.1039	4.653	-0.0438	0.0055	-0.2007
Si	9.5465	4.0524	4.8908	-0.0062	-0.0473	0.124
Si	1.364	6.8539	4.8892	0.035	-0.0087	0.1018
Si	6.8473	6.7889	4.6901	-0.0101	0.0112	-0.165
Si	4.1168	9.5516	4.8851	-0.0071	-0.0205	0.0941
Si	9.588	9.554	4.7504	-0.019	0.0125	-0.107
Si	2.6289	0.0236	6.1054	-0.0156	-0.0276	-0.0601
Si	8.2397	-0.149	6.2704	-0.0009	-0.0042	0.0099
Si	-0.0069	2.6356	6.2042	0.0454	-0.0109	-0.0323
Si	5.3913	2.7479	6.084	0.0232	0.0176	-0.078
Si	2.7606	5.4156	6.1472	0.0185	-0.0421	-0.0189
Si	8.1088	5.4222	6.1844	-0.0178	0.001	-0.0523
Si	0.0075	8.2774	6.2361	0.0042	0.0257	-0.0359
Si	5.5712	8.1358	6.1564	0.027	0.004	-0.0206
Si	3.5017	1.902	7.1909	-0.0992	0.1159	-0.0539
Si	10.0416	0.8071	7.4713	-0.019	0.0167	-0.0409
Si	1.7962	3.6294	7.3606	-0.0182	0.0105	-0.0779
Si	6.2293	4.5068	7.388	-0.0216	0.0131	-0.0252
Si	4.6537	6.2899	7.2603	-0.0182	-0.0227	-0.0614
Si	9.1721	7.1757	7.326	-0.0075	0.0177	-0.0368
Si	0.9098	10.1314	7.5235	0.0041	0.0183	-0.008
Si	7.4171	8.8707	7.4906	0.0166	0.0046	-0.0774
O	4.5939	6.5797	8.8886	-0.0262	0.0376	0.0547
O	1.4083	3.9587	8.9479	-0.0108	0.0205	0.0692
O	9.761	6.5388	8.7432	-0.0037	-0.0007	0.0333
O	1.3258	10.0803	9.1547	0.019	-0.0061	0.0143
O	6.1054	4.2031	9.0295	0.0088	-0.0415	0.054
O	3.7333	1.5504	8.7736	0.0237	-0.0018	0.0184
O	7.1419	8.9402	9.1385	-0.0062	0.0227	0.0811
O	9.6751	1.0527	9.0744	-0.0246	0.0088	0.0466
O	8.2524	2.4764	22.71	-0.0017	0.0523	-0.0651
O	10.9027	5.6193	22.6415	0.0908	0.01	0.1582
O	5.6581	0.0818	22.6152	-0.0512	0.0262	-0.0927
O	5.2665	5.5197	22.6682	-0.0943	-0.1397	0.0547
O	2.0078	2.8569	22.4884	0.2624	0.1639	0.1195
O	3.3018	7.9049	22.5109	-0.0648	-0.0765	0.1486
O	8.3955	8.708	22.4116	-0.0057	-0.0011	-0.0747
O	-0.1642	11.2306	22.7606	0.0348	-0.0137	-0.1021
Si	2.1714	2.9809	12.8987	-0.0162	-0.0014	-0.0424
Si	8.7033	1.2718	10.3591	0.0198	0.015	-0.0511
Si	1.0786	4.4937	15.3623	-0.014	0.003	-0.0316
Si	7.5725	5.5478	12.201	-0.0084	0.0085	-0.0389
Si	2.3906	8.186	21.1963	-0.0195	0.038	0.0185
Si	5.4362	7.7443	12.4757	0.0069	-0.0123	-0.0379
Si	9.2711	0.446	15.4958	-0.0099	-0.0082	-0.0285
Si	2.8969	-0.0577	16.6356	0.0012	0.0085	-0.0322
Si	10.4899	1.1513	12.6049	0.0038	0.0021	-0.0219
Si	7.7277	2.8438	21.2293	0.0556	-0.0291	0.0844
Si	9.1477	8.7792	14.4627	-0.0013	-0.0015	-0.0234
Si	1.4863	4.7725	10.3593	0.0063	-0.0231	-0.0615
Si	4.4523	9.4958	19.1298	0.024	0.0225	-0.02
Si	11.0475	6.1145	21.0958	-0.0343	0.0411	-0.0369
Si	6.6227	10.4365	14.8426	0.0276	-0.0029	-0.0087
Si	5.3439	0.7666	21.1829	0.0643	-0.0742	0.0912
Si	2.3672	9.7838	10.3886	-0.0243	-0.0224	-0.015
Si	0.4063	10.6478	21.3773	-0.1038	-0.0077	0.097
Si	5.8344	5.2907	21.1661	0.0408	-0.0177	0.0067
Si	3.6631	7.0676	10.1067	0.0083	-0.0453	-0.0338
Si	9.0597	5.6748	14.8388	0.0073	0.0186	-0.0431
Si	3.6706	4.0858	19.122	0.0116	0.0179	-0.0555
Si	10.0134	3.6753	19.3064	-0.0332	-0.0242	-0.0164
Si	4.2654	8.6498	15.354	0.0065	0.0174	-0.0247
Si	0.4492	1.913	17.1591	-0.016	-0.0034	-0.033
Si	6.7823	7.5516	19.2356	0.0214	0.0297	0.0003
Si	5.2683	3.6124	16.7629	0.0102	0.006	-0.0438
Si	7.7869	5.0353	17.5141	-0.0008	0.006	-0.0371
Si	6.6956	9.8845	10.392	-0.013	-0.0134	-0.0223
Si	4.3991	1.0255	10.1306	-0.0284	0.0033	-0.0239
Si	-0.0084	9.0799	11.9051	-0.0038	-0.0018	-0.0173
Si	9.0898	8.6467	20.9202	-0.062	0.0572	0.077
Si	4.5615	1.6597	14.5854	-0.0157	0.0038	-0.039
Si	2.4005	2.1142	21.08	0.0473	-0.0607	-0.0811
Si	6.3511	3.3081	10.3701	0.0512	0.0398	-0.043
Si	3.4425	5.9071	16.7459	-0.0034	0.0193	-0.0464
Si	9.892	6.5313	10.3565	0.0028	-0.0175	-0.022
O	0.1039	2.6252	18.5872	0.0006	0.0171	0.0174
O	2.9284	9.6141	15.5581	-0.0078	0.0083	0.0147
O	10.85	4.795	20.1575	0.0093	0.0139	0.0181
O	7.5764	2.3447	9.923	-0.0034	0.0224	0.0309
O	10.9399	5.339	10.8017	-0.0075	0.0059	0.0183
O	6.6045	6.6799	12.8777	-0.0096	0.0171	0.0113
O	10.327	8.0546	10.7902	0.0062	0.0168	0.0062
O	7.6786	9.4442	14.0018	-0.0158	0.0066	0.0058
O	8.4262	6.2013	10.9796	-0.0113	-0.0029	0.0121
O	5.2728	10.5419	20.0605	-0.0265	0.0104	-0.023
O	2.1823	3.7467	11.4427	0.0119	-0.0217	0.0301
O	7.9493	8.5765	19.7514	-0.0162	-0.0068	-0.0181
O	6.2047	6.738	20.5293	-0.0434	-0.0479	0.0594
O	5.5167	2.6905	15.4399	-0.0012	0.0161	0.0296
O	1.2868	0.9405	20.702	0.0537	0.1026	0.0027
O	6.0967	8.9994	11.6354	-0.0066	0.0226	0.0006
O	4.6159	4.9659	16.1195	-0.0024	-0.0004	0.0157
O	6.6102	3.9158	17.6449	-0.0103	0.0051	0.016
O	10.5839	10.6661	11.8093	-0.015	0	0.0036
O	5.587	0.4911	13.9909	-0.0034	0.0002	0.0087
O	8.0111	5.0982	15.916	-0.0192	-0.0075	0.0384
O	9.7396	9.8081	15.5953	0.0036	0.0078	0.0101
O	-0.3876	5.1346	15.1499	0.0046	-0.003	0.0121
O	1.5637	6.8231	20.8087	0.0092	-0.0283	0.009
O	1.4846	0.6209	17.1621	-0.006	0.0076	0.0135
O	6.5357	1.8144	20.7905	-0.0351	0.0117	-0.0112
O	1.0235	1.8081	12.8478	0.0037	-0.0068	0.0088
O	3.2705	5.4967	18.3432	-0.004	-0.0135	0.0355
O	9.5423	1.9921	11.5761	-0.0069	0.0065	0.006
O	1.0329	3.0906	16.193	-0.0059	-0.0071	0.0202
O	8.6237	5.1202	13.3717	0.0001	0.0014	0.0256
O	10.2981	8.5884	13.3177	-0.0086	0.0046	0.0178
O	1.4063	9.3978	21.6462	0.0204	-0.0205	-0.0238
O	10.0426	9.9702	20.6045	0.0122	-0.005	-0.0179
O	3.1923	0.1878	10.894	-0.0025	0.0361	0.0193
O	5.0817	2.3526	10.8321	-0.0415	-0.0268	0.0119
O	1.7624	4.1605	13.9329	-0.0137	0.0181	0.0321
O	7.9684	10.8148	10.8512	-0.0221	0.0003	0.0175
O	9.1509	4.5122	18.2095	0.0085	0.0052	0.0137
O	5.6411	9.4861	15.7639	-0.0106	-0.0016	0.0128
O	5.5591	-0.0554	9.8057	0.0134	0.002	-0.0464
O	3.6121	2.317	13.3987	0.0096	-0.0022	0.0228
O	1.9818	5.6399	16.0792	0.0105	0.0096	0.0129
O	9.7231	1.023	14.0331	-0.0033	0.0033	0.0275
O	4.4133	6.9086	11.5306	0.002	0.01	0.0201
O	4.7394	4.4938	20.2744	-0.0135	0.0184	0.0135
O	9.9462	1.3493	16.6421	0.0126	0.013	0.0224
O	6.7166	4.2725	11.6416	-0.0077	-0.009	0.0072
O	5.5715	8.4334	18.5833	-0.0095	-0.0057	0.0025
O	9.01	2.7696	20.2246	0.0081	0.0207	-0.0276
O	3.5889	1.1217	15.7691	-0.0083	-0.0008	0.0232
O	4.2423	3.0739	17.9428	-0.0214	0.004	0.0383
O	9.9147	7.2442	20.8057	0.0436	-0.0508	-0.0012
O	3.3847	8.6476	9.8194	-0.0015	0.0156	0.0068
O	3.948	7.4131	16.3774	-0.0089	-0.0112	0.0138
O	7.6371	0.4727	15.6944	-0.0044	0.0073	0.0089
O	8.9488	7.2885	15.0356	-0.0059	-0.0003	0.0129
O	3.8869	1.481	21.2743	-0.0605	0.0349	-0.0012
O	1.6182	9.0996	11.6911	0.0053	0.0041	-0.0024
O	2.3343	6.1463	10.1542	0.0076	0.0194	0.0273
O	7.3413	6.4844	18.1281	-0.0091	0.0007	0.0096
O	7.1895	4.385	21.2173	-0.0542	0.0508	-0.0142
O	4.5659	8.204	13.7957	-0.0085	0.0093	0.021
O	3.3128	8.654	19.9457	-0.0089	-0.0165	-0.0013
O	2.492	3.243	19.8854	-0.025	-0.016	0.0461
O	3.7138	10.3493	17.9488	-0.0022	-0.0003	0.0273

Results
free energy: -139625.699 eV
free energy less fixed offsets of As -4856.12, O -568.88, Si -635.61 eV per atom: -0.389 eV

The program warned: the cutoff lies below the one the program advises for these potential files; the exchange-correlation potential is rough where the density is thin.
